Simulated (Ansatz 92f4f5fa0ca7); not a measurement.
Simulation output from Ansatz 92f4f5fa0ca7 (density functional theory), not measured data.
Periodic cell of 213 atoms, Si132O78H3, from a study of silicon, its oxide and their interface. The atomic structure is a simulated model.

Settings
functional: PBE
potential files: Ansatz PAW
basis: plane waves
wave-function cutoff: 700 eV
density cutoff ratio: 5
exchange-correlation grid ratio: 1
k mesh: 2 x 2 x 1, shifted by 0.5 0.5 0.5 of a step
self-consistency stop: 5e-08 eV per atom in the density residual
occupations: fixed
spin: none
net charge: +1 e, with a uniform compensating background and no finite-size correction

Cell vectors (angstrom)
a	10.938	0	0
b	0	10.938	0
c	0	0	31.231

Atoms and the computed forces on them: element, x, y, z (angstrom), force x, y, z (eV/angstrom)
Si	10.437	0.5481	23.7556	-0.0118	0.0538	-0.0423
Si	6.1168	10.3416	23.8742	0.0592	-0.0336	-0.0448
Si	2.2713	3.1155	23.7722	-0.0414	0.041	-0.0431
Si	8.6374	2.3737	23.8049	0.0218	-0.0312	-0.0474
Si	0.6585	4.9795	23.8559	0.0503	-0.0193	-0.0446
Si	4.996	5.9425	23.8794	-0.0106	0.0382	-0.021
Si	3.2838	7.6431	23.9061	0.0285	-0.0428	-0.0296
Si	7.7916	8.5338	23.8352	-0.0545	0.0479	-0.0509
Si	1.2851	1.4157	25.0784	-0.0169	0.0082	-0.0105
Si	6.9584	1.2799	25.0729	-0.0155	-0.0347	-0.017
Si	4.0589	4.0965	25.0264	-0.0222	0.032	0.0021
Si	9.7073	4.0734	25.0419	0.0379	-0.0102	0.0005
Si	1.5213	6.7296	25.1699	0.0091	-0.0061	-0.0111
Si	6.7834	6.859	25.1336	-0.037	-0.0124	-0.0112
Si	4.2219	9.4893	25.0441	0.0139	-0.0396	0.0162
Si	9.5639	9.614	24.9916	-0.0282	0.0177	0.0177
Si	2.755	-0.024	26.3008	0.007	-0.0058	0.063
Si	8.276	-0.028	26.5275	0.0014	0.0113	-0.0479
Si	0.0259	2.7533	26.5559	0.012	0	-0.0515
Si	5.498	2.7003	26.3161	0.0234	0.0136	0.0766
Si	2.7987	5.3886	26.5907	0.0117	0.0015	-0.0432
Si	8.2459	5.445	26.3414	0.0062	0.0025	0.0728
Si	0.0417	8.1985	26.3184	0.0045	0.0281	0.061
Si	5.4992	8.2136	26.5765	0.0103	0.0016	-0.0434
Si	4.1078	1.3555	27.7201	-0.0095	-0.002	0.0142
Si	9.6068	1.3597	27.8758	-0.01	-0.0147	0.0085
Si	1.3869	4.0879	27.9153	-0.0103	-0.007	0.0254
Si	6.8637	4.0779	27.733	-0.0211	-0.0211	0.0041
Si	4.1413	6.8162	27.892	-0.0118	-0.0112	0.0053
Si	9.5892	6.8472	27.7292	-0.0126	-0.0066	0.014
Si	1.3955	9.562	27.7325	-0.0055	-0.0192	0.0098
Si	6.8744	9.584	27.8839	-0.0175	-0.0081	0.0188
Si	0.0387	-0.0315	29.1778	0.0452	-0.0057	-0.0253
Si	5.4569	0.0176	29.1724	-0.0038	0.0285	-0.0182
Si	2.7672	2.6951	29.1876	0.0265	-0.0307	-0.0221
Si	8.2008	2.7307	29.1774	-0.0321	0.042	-0.0217
Si	-0.0153	5.4913	29.1793	-0.009	0.0242	-0.0182
Si	5.5117	5.4308	29.1843	0.0583	-0.0193	-0.0218
Si	2.7294	8.2026	29.1753	-0.0235	0.0496	-0.0225
Si	8.2342	8.1781	29.1803	0.0339	-0.0118	-0.0136
Si	1.3673	1.3673	30.5472	0.1642	-0.2139	0.0255
Si	6.8362	1.3673	30.5472	-0.1084	0.0737	0.0344
Si	4.1018	4.1018	30.5472	0.1744	-0.1795	-0.0432
Si	9.5708	4.1018	30.5472	-0.0954	0.0953	-0.0188
Si	1.3673	6.8362	30.5472	-0.1071	0.0905	0.0538
Si	6.8362	6.8362	30.5472	0.248	-0.113	-0.017
Si	4.1018	9.5708	30.5472	-0.0529	0.0547	-0.0367
Si	9.5708	9.5708	30.5472	0.1889	-0.1359	-0.047
Si	2.7345	0	0.6835	-0.1788	0.1622	0.0757
Si	8.2035	0	0.6835	0.0157	-0.1013	-0.0871
Si	0	2.7345	0.6835	0.0603	-0.0929	-0.0948
Si	5.469	2.7345	0.6835	-0.1366	0.2044	0.0992
Si	2.7345	5.469	0.6835	0.0834	-0.0824	-0.1039
Si	8.2035	5.469	0.6835	-0.1666	0.1355	0.0607
Si	0	8.2035	0.6835	-0.1256	0.1773	0.0853
Si	5.469	8.2035	0.6835	0.07	-0.0028	-0.0375
Si	4.0639	1.4121	2.0585	-0.0264	0.0117	0.0132
Si	9.5661	1.3629	2.0421	0.0029	-0.0223	0.0153
Si	1.3809	4.0845	2.041	0.0045	-0.032	0.0163
Si	6.7956	4.1443	2.0598	-0.0351	0.035	0.0194
Si	4.1149	6.8235	2.0421	0.0214	-0.0433	0.0136
Si	9.534	6.8675	2.0506	-0.0144	0.0299	0.0342
Si	1.3473	9.5962	2.0551	-0.036	0.0264	0.0203
Si	6.8305	9.5852	2.0608	0.021	-0.0442	0.0015
Si	-0.0298	0.0178	3.4664	0.0065	0.0044	-0.0067
Si	5.4322	0.0401	3.3734	0.0177	0.022	-0.0005
Si	2.7121	2.7583	3.5041	-0.0069	0.0201	0.0084
Si	8.1868	2.7643	3.3479	0.008	-0.0263	-0.0107
Si	0.0156	5.4958	3.3259	0.0122	0.008	-0.0209
Si	5.4337	5.4877	3.5093	-0.0015	0.0086	-0.016
Si	2.763	8.2246	3.3415	-0.0047	-0.0167	-0.0131
Si	8.1525	8.2096	3.481	-0.0233	0.0159	-0.0082
Si	1.3209	1.3878	4.8753	-0.0111	-0.0106	-0.0762
Si	6.8106	1.4319	4.7324	-0.0125	-0.0143	0.0285
Si	4.0351	4.1684	4.937	0.0014	0.0043	-0.0839
Si	9.6031	4.1041	4.6493	-0.0452	-0.0208	0.0747
Si	1.404	6.8402	4.6499	0.0081	-0.0435	0.0434
Si	6.7401	6.9028	4.9176	-0.0013	-0.0071	-0.0663
Si	4.1019	9.5827	4.7178	-0.0055	-0.0144	0.0618
Si	9.5136	9.5928	4.8404	-0.0241	0.0355	-0.0328
Si	2.6702	-0.0984	6.1148	0.0078	-0.0061	0.0062
Si	8.1041	0.0641	6.1607	0.0054	-0.0154	-0.0119
Si	-0.0532	2.8212	6.1792	-0.0257	0.0018	0.0055
Si	5.3115	2.6592	6.2539	-0.0426	-0.0447	0.0007
Si	2.6484	5.6019	6.2615	0.0036	0.0058	-0.0139
Si	8.1848	5.4253	6.0694	0.0868	0.1025	0.0193
Si	-0.0132	8.1126	6.0075	0.0257	-0.0046	0.0243
Si	5.3725	8.3312	6.3024	-0.0173	-0.0047	-0.0249
Si	4.4023	0.7712	7.4307	0.0063	-0.0109	0.0497
Si	9.0783	1.8441	7.34	0.0172	-0.0124	0.074
Si	0.8078	4.649	7.4171	-0.0331	0.0328	0.0503
Si	7.3544	3.4585	6.9635	0.0581	-0.067	-0.0393
Si	3.5182	7.449	7.5243	-0.0328	0.0431	0.0603
Si	10.0393	6.3169	7.2472	-0.0015	-0.0225	0.0317
Si	1.643	9.0907	7.3468	0.0293	-0.0108	0.0657
Si	6.2782	10.234	7.4534	-0.0079	0.0578	0.0544
H	9.2979	1.6111	8.7983	-0.0098	0.0133	0.0131
O	3.9237	0.793	9.0173	0.0056	0.0188	0.0204
O	6.5862	10.388	9.0921	-0.0048	-0.0248	0.0033
O	0.8208	9.6493	8.6871	0.005	-0.0151	0.0109
O	3.9646	7.1021	9.0816	0.0133	0.0053	0.0063
O	9.7523	6.7302	8.809	-0.0121	0.0106	0.0355
O	0.9834	4.5071	9.0576	0.0065	-0.0209	0.0185
H	2.8217	7.9458	22.5204	-0.0038	0.0071	0.005
H	5.3934	5.6126	22.4718	-0.0014	-0.0074	0.0043
O	7.9846	3.1578	22.4397	0.0244	-0.0076	-0.0033
O	0.1643	11.0656	22.2938	-0.0148	-0.0188	-0.0212
O	0.5059	5.6769	22.3461	-0.0299	-0.0235	-0.034
O	2.5896	2.5126	22.2416	0.0148	0.0007	-0.0221
O	5.8981	-0.1375	22.3106	-0.0275	-0.0102	-0.0323
O	8.1472	7.8757	22.3392	0.029	0.0105	-0.0314
Si	10.9829	9.2022	14.0026	-0.0038	-0.0038	0.0035
Si	5.9039	8.1398	16.4073	0.005	0.0038	0.0105
Si	9.1728	0.9542	19.1591	0.0026	-0.0008	0.0106
Si	3.2567	7.1116	17.5677	-0.0009	-0.0006	0.0136
Si	2.2922	4.5834	19.0052	-0.0028	0.0013	0.0191
Si	0.7133	2.4278	14.5779	0	0.0026	0.0015
Si	7.1615	5.7509	11.5984	0.0083	0.0028	-0.0036
Si	8.6492	3.1609	20.9411	0.0015	0.003	0.0244
Si	5.5086	3.3331	12.0193	0.0022	-0.0024	0.0024
Si	1.2448	3.6763	10.4321	-0.0035	0.0027	-0.0084
Si	2.4684	0.7651	18.3035	0.0009	0	0.0146
Si	2.9729	9.3916	19.7236	0.0059	-0.0001	0.0205
Si	5.9661	3.5746	16.1576	0.0013	-0.0008	0.0105
Si	3.1365	2.2942	20.7234	0.0041	0.0002	0.0238
Si	7.2901	5.9625	14.6413	0	0.005	0.0029
Si	6.1681	1.2309	14.3135	0.0007	-0.001	0.0099
Si	9.9759	4.7989	15.65	-0.0024	0.0007	0.0098
Si	8.3605	3.6447	18.0819	0.0012	0.0014	0.015
Si	10.7231	1.4971	11.7497	-0.0003	0.0051	-0.0076
Si	4.0035	10.0071	14.6721	0.0008	-0.0033	0.0036
Si	3.5866	1.5441	10.4242	-0.001	-0.0069	-0.0178
Si	6.8064	9.3869	10.3613	0.0017	0.0025	-0.0075
Si	5.1436	-0.1663	20.8824	0.0098	0.0002	0.033
Si	0.5424	9.6059	10.2868	-0.0052	-0.0068	-0.0165
Si	2.4619	10.0684	12.2422	0.006	-0.0021	-0.0026
Si	8.9241	7.8899	20.8971	-0.0059	-0.0071	0.0247
Si	7.2842	9.5658	18.8806	-0.0011	-0.002	0.0129
Si	8.4351	10.6862	12.8589	-0.0032	-0.0031	0.0044
Si	3.0584	5.3878	12.4164	-0.0041	-0.0003	0.005
Si	10.77	5.2924	20.9123	0.0008	0.004	0.0251
Si	9.1729	7.4416	10.1332	0.0132	-0.0167	-0.0282
Si	1.4819	6.6234	14.9218	0.0044	-0.0001	0.0049
Si	4.7173	7.2221	10.5245	-0.0041	0.0035	-0.0009
Si	2.8983	3.0962	16.5248	-0.0008	-0.0008	0.0082
Si	1.159	10.6736	16.0551	-0.0028	-0.0033	0.016
Si	0.1206	10.3086	20.8508	-0.0027	-0.0001	0.0166
O	7.8413	8.2871	9.7482	0.0105	0.0061	0.0286
O	10.0508	9.0486	20.9595	-0.0029	0.0018	-0.0087
O	8.0978	4.0492	19.6652	0.008	-0.0286	-0.0175
O	4.8312	7.2416	17.2145	-0.0021	0.0211	-0.019
O	11.0193	9.5394	15.6072	0.0161	0.0105	-0.0234
O	9.3575	4.5797	17.1609	-0.0092	-0.007	-0.028
O	3.1965	1.6103	17.1231	-0.0195	0.0058	-0.0027
O	4.1163	9.4647	20.8995	0.0062	0.0085	-0.0089
O	0.7506	1.9876	12.9993	-0.0166	-0.0027	0.0278
O	8.497	1.5853	20.5196	-0.0024	0.009	-0.029
O	3.2873	3.7815	20.0453	-0.021	0.003	-0.0105
O	0.961	5.1873	19.7341	0.0148	-0.0105	-0.0039
O	3.1163	0.5064	11.6085	-0.0011	-0.0078	-0.0077
O	2.3792	7.2287	16.1726	0.0092	-0.0068	0.0005
O	6.048	2.297	13.1169	-0.0021	-0.0085	0.0064
O	8.4755	10.5963	18.4989	-0.0002	0.0026	0.0086
O	6.675	9.0783	17.4667	-0.0101	-0.0119	-0.0038
O	5.0803	9.0098	15.3203	-0.0067	0.0024	0.008
O	6.2321	10.4764	19.7204	0.0052	-0.0165	-0.0027
O	3.6547	6.7187	11.6563	0.0077	-0.025	-0.0051
O	0.6346	7.6743	13.9592	0.0069	0.0011	0.0031
O	10.317	8.5013	10.6752	0.0127	0.0148	-0.0222
O	10.3811	3.4037	14.8902	0.0207	0.0041	0.0046
O	4.7328	0.4889	14.419	0.0077	-0.0161	-0.0031
O	1.9594	9.1453	10.9878	-0.0163	0.024	0.0087
O	9.4799	9.5208	13.4015	0.0033	0.0256	-0.0005
O	2.6649	10.2446	15.566	-0.0016	-0.0094	-0.0097
O	4.4714	1.3418	20.7511	-0.0216	0.004	-0.0038
O	6.034	6.2607	10.5278	-0.0117	0.0133	0.0189
O	2.0819	1.5769	19.6743	0.0204	-0.0176	-0.0151
O	3.538	10.5606	18.7182	-0.0311	0.0125	-0.0104
O	4.9128	2.4191	10.7991	-0.0125	0.0097	0.0172
O	0.5249	1.094	15.452	0.0107	0.0174	-0.0082
O	2.3687	2.5562	10.1013	-0.0016	0.0027	0.0169
O	4.3041	4.3176	12.5564	-0.002	0.0019	-0.0209
O	6.3777	4.6781	15.0356	0.0188	0.0045	0.0083
O	2.7562	8.1365	18.7363	0.0047	-0.0026	-0.0193
O	8.8674	5.5714	14.7357	-0.0103	-0.0099	0.0138
O	5.3453	8.7316	10.7603	0.012	-0.0088	-0.0172
O	6.8808	4.1379	11.5839	-0.0164	0.0068	0.0129
O	6.9298	6.3664	13.0957	0.011	-0.0196	-0.0018
O	0.2037	0.2086	10.7813	0.0054	-0.0096	0.0055
O	6.8402	3.7708	17.5097	0.0001	0.0084	-0.0309
O	1.1939	-0.0342	17.6608	0.0213	0.0057	-0.0179
O	10.1665	3.7729	21.1117	-0.0075	0.0103	-0.0094
O	6.3762	2.0664	15.6883	-0.0093	0.0059	-0.0236
O	9.2531	1.0776	12.3313	0.0063	-0.0253	0.0073
O	7.8428	8.2696	19.7231	0.0049	0.0261	-0.0038
O	1.8826	3.7372	17.6504	0.0077	-0.0006	-0.0183
O	1.8133	4.7104	11.5704	0.0236	-0.0058	-0.0022
O	4.3614	3.792	16.3789	0.0038	-0.0175	-0.004
O	2.1459	3.0852	15.0643	-0.0156	-0.0073	0.0179
O	1.5776	9.707	20.4788	0.0003	0.0021	-0.0087
O	7.4959	10.1141	11.6405	0.0057	-0.0007	0.0034
O	10.6062	0.4318	19.7077	0.0065	-0.0174	0.0097
O	3.5703	9.3882	13.213	-0.0106	0.0266	0.0097
O	10.7947	2.8595	10.8155	0.0206	-0.0064	-0.0079
O	9.6413	6.442	20.5819	0.0106	0.0105	0.0075
O	6.9869	7.2216	15.6187	-0.0128	-0.015	-0.0106
O	1.0908	10.1912	13.1796	-0.012	-0.0261	0.0011
O	7.4245	0.2123	14.0564	-0.0076	0.0125	-0.0213
O	0.3932	5.6929	15.6947	-0.0124	-0.0079	-0.0176
O	9.1119	2.1712	18.0593	-0.0131	0.0076	0.016
O	2.4809	5.8302	13.8829	-0.0054	0.0093	-0.0113
O	8.6716	6.2366	11.1385	-0.0294	0.004	-0.0024
O	3.2187	5.726	18.374	-0.0127	-0.0008	0.0035

Results
free energy: -128341.298 eV
free energy less fixed offsets of H -17.10, O -569.03, Si -635.61 eV per atom: -5.138 eV

The program warned: the cutoff lies below the one the program advises for these potential files; the exchange-correlation potential is rough where the density is thin.
